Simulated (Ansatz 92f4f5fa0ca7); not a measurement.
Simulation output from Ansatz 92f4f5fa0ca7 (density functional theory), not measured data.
Periodic cell of 259 atoms, Si144O115, from a study of silicon, its oxide and their interface. The atomic structure is a simulated model.
This geometry differs little from another in the collection (a relaxation step or a small displacement).

Settings
functional: r2SCAN
potential files: Ansatz PAW
basis: plane waves
wave-function cutoff: 800 eV
density cutoff ratio: 5
exchange-correlation grid ratio: 1
k mesh: 1 x 1 x 1, shifted by 0.5 0.5 0 of a step
self-consistency stop: 1e-10 eV per atom in the density residual
occupations: fixed
spin: none
net charge: 0

Cell vectors (angstrom)
a	10.88	0	0
b	0	10.88	0
c	0.5349	-2.6231	36.4358

Atoms: element, x, y, z (angstrom)
Si	7.3618	11.2939	21.3638
Si	4.1872	9.1014	-4.6734
Si	8.292	7.5326	-2.5231
Si	6.7659	12.5048	16.1847
Si	7.7743	5.7419	-6.6768
Si	1.6129	6.99	-11.4799
Si	6.9236	10.4625	18.3223
Si	10.7362	14.8748	-2.307
Si	4.8429	8.8264	0.1177
Si	8.6861	12.7438	0.0768
Si	5.7727	4.4109	0.1596
Si	7.954	6.5886	0.2853
Si	0.534	10.0747	0.1581
Si	2.2672	11.828	0.0811
Si	9.5487	16.2183	1.4097
Si	3.0743	7.1905	0.3423
Si	4.0356	10.7742	1.2618
Si	6.8989	13.6233	1.3627
Si	4.1423	5.4733	1.4868
Si	6.6776	8.1292	1.4706
Si	9.5841	10.9668	1.3469
Si	12.1521	13.5612	1.3271
Si	10.3694	14.4565	0.0235
Si	1.396	8.2983	1.4845
Si	2.7574	9.5789	2.8647
Si	5.459	12.19	2.5799
Si	2.6867	14.9414	2.6569
Si	5.4482	6.7813	2.925
Si	8.1431	9.5632	2.6388
Si	10.8734	12.2683	2.8268
Si	8.1799	14.9464	2.8392
Si	10.9034	6.7947	2.6813
Si	4.0826	8.1772	4.2083
Si	6.8046	10.8982	4.0455
Si	4.0783	13.5553	3.9687
Si	6.8206	16.2883	4.1856
Si	9.4939	8.1569	3.9971
Si	12.2384	10.9115	4.1537
Si	9.5283	13.6061	4.1927
Si	12.2592	5.4468	4.0678
Si	5.4794	9.5532	5.4826
Si	8.14	12.2243	5.4784
Si	5.4055	14.8994	5.41
Si	8.1875	6.8224	5.4354
Si	10.8508	9.4989	5.4001
Si	2.7527	12.2666	5.4284
Si	10.9103	4.1133	5.4824
Si	2.7024	6.7858	5.4928
Si	4.0851	10.9181	6.8064
Si	6.758	13.592	6.8076
Si	4.0928	16.2747	6.7977
Si	6.8442	8.1593	6.8088
Si	9.5254	10.8431	6.797
Si	1.4056	13.6027	6.7982
Si	9.523	5.4819	6.8116
Si	12.1984	8.1768	6.7955
Si	2.6958	9.5544	8.1242
Si	5.4185	12.2569	8.1983
Si	2.7555	14.9221	8.1786
Si	5.4774	6.77	8.1269
Si	8.1942	9.4957	8.1875
Si	10.919	12.2119	8.1201
Si	8.124	14.9879	8.1228
Si	10.8491	6.8503	8.1772
Si	4.0955	8.1754	9.3881
Si	6.8094	10.8724	9.4677
Si	4.0807	13.5851	9.6226
Si	6.7967	5.4328	9.5694
Si	9.5216	8.1734	9.6241
Si	1.3697	10.8852	9.5668
Si	9.5215	13.5993	9.3801
Si	1.3677	16.3349	9.4031
Si	5.4317	9.507	10.7772
Si	8.1863	12.2545	10.7461
Si	5.4438	14.9606	10.9794
Si	8.1405	6.7904	10.9694
Si	0.0217	9.5509	10.981
Si	2.7163	12.209	11.0008
Si	10.864	14.9837	10.6884
Si	2.7508	6.8023	10.6918
Si	4.1315	10.7686	12.2957
Si	6.8758	13.5331	12.2163
Si	4.0107	5.5223	12.1963
Si	6.6974	8.167	12.2462
Si	-1.4088	10.9721	12.2523
Si	1.2647	13.6908	12.15
Si	9.5557	5.3567	12.1951
Si	1.4549	8.0749	12.1578
Si	3.2302	8.9038	13.4595
Si	5.9749	11.7124	13.4321
Si	2.2116	4.5727	13.3779
Si	4.9556	7.2161	13.5553
Si	7.676	9.9497	13.3929
Si	-0.5276	12.8609	13.4122
Si	7.883	4.363	15.6872
Si	0.4956	6.2907	13.3393
Si	0.4009	4.1719	-8.0007
Si	8.5838	14.5381	13.5072
Si	1.5109	13.7111	17.7628
Si	3.4501	9.7008	20.0296
Si	1.681	6.4569	-2.4179
Si	0.5729	11.5668	16.0061
Si	0.8265	12.5311	-11.921
Si	10.1243	10.3048	-8.9931
Si	6.8406	13.1921	-10.5071
Si	9.4469	6.2104	-11.8773
Si	2.6192	9.3972	15.6429
Si	3.2995	6.1677	-4.8177
Si	5.387	14.1227	-2.6999
Si	8.0811	4.6497	-3.8377
Si	4.8418	5.0173	-6.9878
Si	4.5706	14.6472	-11.9335
Si	8.7489	4.4905	-9.4499
Si	8.9054	11.2545	-11.6692
Si	1.0353	6.892	-6.7818
Si	7.2541	11.705	-2.4654
Si	0.0617	9.0466	-2.8389
Si	5.7418	9.164	-2.0101
Si	5.3887	6.2016	15.6978
Si	3.5861	12.5883	19.8229
Si	5.2846	9.5736	22.6256
Si	1.627	10.8291	-4.7839
Si	8.3334	11.094	-5.4233
Si	8.7473	6.1071	23.1457
Si	4.7703	13.0074	-8.2115
Si	5.6983	10.6745	-6.878
Si	1.8536	10.0054	-10.6407
Si	4.7063	9.443	-9.5912
Si	10.6535	12.3003	-6.7255
Si	5.9413	13.989	20.8807
Si	2.4719	13.9698	-9.7455
Si	4.482	14.8788	23.3516
Si	8.756	10.3867	16.0788
Si	4.6142	8.5122	17.6953
Si	2.8676	4.5555	15.6299
Si	9.9423	12.791	21.8483
Si	2.5122	13.1281	-2.8571
Si	5.3267	9.365	-12.4328
Si	9.4018	8.4724	-6.6545
Si	0.9222	6.9006	16.2711
Si	8.7431	4.4573	20.5135
Si	3.1517	6.8737	-8.8889
Si	10.1412	5.059	17.8163
Si	1.8045	11.2962	21.6964
O	8.2063	4.7524	-5.4601
O	1.6722	8.5914	-11.38
O	8.6916	7.3348	-0.9689
O	0.0741	9.677	-1.3609
O	0.4242	10.2075	-3.8986
O	3.3019	12.9027	-8.8699
O	2.2966	6.5346	-0.9453
O	5.7046	12.1781	15.0063
O	1.9871	10.8892	15.6494
O	6.9491	5.7092	15.7181
O	9.5051	9.0596	-8.1652
O	6.1718	5.8758	-6.726
O	4.7529	11.9738	-6.976
O	10.7958	6.514	17.4848
O	0.094	6.4827	-11.4443
O	0.1935	13.841	-6.9524
O	2.4657	14.1368	16.5195
O	4.9803	14.8777	21.826
O	1.2219	7.9157	-2.9446
O	6.5181	12.6612	21.6264
O	6.9752	14.0833	16.4032
O	2.6852	12.3771	-1.4247
O	6.5766	14.9616	-3.4762
O	8.2564	6.145	-3.3051
O	1.8057	10.7515	23.215
O	3.0502	12.3158	21.3579
O	4.6026	9.4646	-3.1453
O	5.1683	14.4411	-7.5885
O	5.6893	9.5708	-10.868
O	3.5475	8.4869	18.9491
O	1.5827	11.1026	-11.8075
O	3.5077	14.6868	-10.7301
O	2.4344	13.3875	19.0388
O	4.3255	8.0865	-12.485
O	9.2179	5.1218	19.1313
O	8.2295	11.9025	15.7679
O	2.4239	6.3569	-10.2332
O	5.293	9.7085	-5.6693
O	9.9931	13.4316	23.3244
O	6.7819	10.0491	22.2156
O	1.8926	6.3975	-5.5402
O	5.8412	12.5975	-9.3733
O	0.3552	5.538	-2.4687
O	0.1291	12.6405	14.9005
O	8.9636	9.6264	-5.633
O	6.0485	14.2589	-11.4218
O	6.7686	8.0747	-2.652
O	9.2061	10.4596	-10.3007
O	4.425	9.3751	21.2781
O	9.3783	7.5511	23.5487
O	4.2887	7.9224	-9.2998
O	4.4687	4.8464	15.7511
O	5.9259	9.2076	18.3198
O	0.1038	6.7402	14.8834
O	7.1858	11.2148	-6.5627
O	9.4554	8.4755	-3.1387
O	8.1147	9.4472	14.9271
O	6.3125	11.7477	17.5374
O	9.4316	12.2534	-5.6687
O	6.8806	5.5133	-0.3472
O	6.7203	10.415	-1.6732
O	1.5634	8.3795	16.3783
O	3.8497	13.991	-3.2431
O	2.369	12.0202	-4.0101
O	5.2919	8.1485	23.4098
O	10.1191	11.6589	-8.112
O	9.3492	14.6949	-3.1972
O	7.1541	6.2877	23.1788
O	1.9964	7.5058	-7.9348
O	2.1609	5.8621	16.2984
O	10.8915	8.0031	-6.2468
O	8.0059	13.9917	-9.7663
O	2.7353	9.6867	-5.0739
O	0.4614	12.1302	21.4228
O	0.6973	12.3569	17.4055
O	3.3243	10.2137	-9.987
O	9.0671	5.5671	21.6544
O	3.9854	9.4318	16.5256
O	5.1517	14.7126	-1.2207
O	1.8675	14.9807	-8.649
O	10.2821	14.9623	-9.2474
O	1.9804	10.0233	20.6735
O	8.2049	5.1062	-8.0815
O	3.8854	11.0849	19.2611
O	10.3581	10.3794	16.0601
O	4.9483	13.4561	19.7195
O	1.2594	13.3252	-10.5826
O	0.7762	10.0785	-9.4443
O	9.2287	4.6002	16.5621
O	4.1987	7.5038	-4.889
O	7.1673	14.9302	20.3991
O	2.8756	14.7669	23.5828
O	5.5415	9.9331	-8.305
O	0.1983	5.6081	-7.2996
O	8.7279	7.6048	-12.252
O	4.6686	10.8088	23.5007
O	9.5601	13.965	20.8016
O	7.8163	11.2793	-3.9137
O	4.6406	5.3032	-12.4375
O	8.3847	7.2311	-6.5445
O	8.6259	5.5593	-10.6516
O	3.9199	5.7305	-8.0855
O	8.8724	11.5822	21.8239
O	5.9516	12.6199	-2.6672
O	10.1017	12.311	-11.9702
O	0.4552	14.8819	18.0866
O	7.3077	10.909	19.8074
O	8.2597	9.9659	17.5499
O	4.0691	4.9556	-5.5602
O	1.0065	11.4111	-6.1632
O	2.9059	5.8515	-3.2932
O	8.3623	12.3989	-1.5183
O	5.0306	7.0868	17.0384
O	7.5015	12.0459	-11.4498
O	1.1142	13.9756	-2.8519

Results
free energy: -157706.512 eV
free energy less fixed offsets of O -570.45, Si -639.56 eV per atom: -8.122 eV

Forces (eV/angstrom), in the order of the atoms: element, x, y, z
Si	0.0068	0.0104	0.1039
Si	0.0008	-0.0152	-0.1285
Si	0.0193	-0.0262	-0.1171
Si	0.0029	-0.0175	0.1154
Si	0.0016	0.0142	-0.1135
Si	-0.007	0.0056	-0.0004
Si	-0.0096	0	0.1305
Si	0.0004	0.0123	-0.108
Si	0.0097	0.0077	-0.0021
Si	-0.0094	-0.0109	-0.0493
Si	-0.0122	-0.0105	-0.0638
Si	0.0112	0.0104	-0.0474
Si	-0.0107	-0.0111	-0.052
Si	0.0165	0.0137	-0.0554
Si	0.0059	-0.0056	0.0014
Si	-0.0245	-0.0181	-0.0529
Si	-0.0012	-0.0077	0.0019
Si	0.0004	0.0016	0.0088
Si	0.0042	0.0002	-0.0014
Si	-0.0119	0.0085	-0.0025
Si	0.0015	0.0007	0.0036
Si	-0.0082	0.0019	0.0054
Si	0.0061	0.0032	-0.002
Si	0.0019	0.0049	-0.0044
Si	0.0023	0	0.0012
Si	0.0017	-0.0029	-0.0002
Si	-0.0009	-0.0008	-0.0005
Si	-0.0022	0.003	-0.0031
Si	-0.004	0.0004	-0.0035
Si	-0.0012	0.0015	-0.0008
Si	0.0005	0.0024	-0.0028
Si	0.002	-0.004	0.0018
Si	0.0024	0.0018	0.0008
Si	-0.0003	-0.0022	-0.0022
Si	-0.0027	-0.0031	-0.0027
Si	-0.0002	-0.002	0.0032
Si	0.0016	0.001	0.0031
Si	0.0009	0.0004	0.003
Si	0	0.0001	0.0001
Si	-0.0016	0.0006	-0.0011
Si	0.0014	0.0012	0.0007
Si	0.0009	-0.0003	0.0006
Si	-0.001	-0.0002	0.0023
Si	0.002	0.0026	0.0003
Si	0.0007	0.0008	0.0017
Si	0.0012	0.0016	0
Si	-0.0021	0.0015	0.0006
Si	0.0019	-0.0006	0.0005
Si	0.0009	0.0033	-0.0005
Si	-0.0054	0	-0.0006
Si	0.0011	-0.002	0.0003
Si	0.0044	0.0005	0
Si	0.0015	-0.0023	0.0004
Si	0.0035	-0.0012	-0.0003
Si	0.0011	0.0008	-0.0008
Si	-0.0052	0.0003	-0.0004
Si	-0.0031	0.0017	0.0001
Si	0.0006	-0.0001	0.0037
Si	0.002	0.0011	0.0008
Si	0.0019	-0.0021	0.0008
Si	0.0026	0.0006	0.0026
Si	0.0025	-0.0016	0.0012
Si	-0.0014	0.0008	-0.0006
Si	0.0007	0.0003	0.0017
Si	0.0002	0.0015	0.0005
Si	-0.0013	-0.0008	-0.0068
Si	0.001	-0.0003	0.0046
Si	-0.0023	-0.0016	-0.0023
Si	-0.0002	0.0008	0.0055
Si	-0.0024	-0.0011	-0.001
Si	-0.0001	0.0013	-0.0021
Si	0.0001	-0.0023	-0.0026
Si	0.0018	-0.0032	0.0022
Si	-0.0007	-0.0004	0.0018
Si	0.0022	0.0036	-0.0035
Si	0.0012	-0.0009	0.0046
Si	0.0006	0	-0.0039
Si	0.0012	-0.0011	0.0005
Si	0.0002	0.0001	0.0009
Si	0.001	-0.0016	0.0056
Si	0	-0.0027	-0.0002
Si	0.0031	-0.0001	-0.0084
Si	-0.0023	0.0055	-0.0037
Si	-0.0058	-0.0056	-0.0024
Si	0.0025	0.003	-0.0019
Si	0.0036	0.0058	-0.0014
Si	-0.0003	-0.0061	-0.0022
Si	0.0052	0.0008	-0.0063
Si	-0.001	0	-0.0004
Si	-0.0044	0.0049	0.033
Si	0.0013	0.0006	-0.0016
Si	0.0046	-0.0012	-0.0044
Si	0.0063	-0.0038	0.0384
Si	0.0043	-0.0061	0.0414
Si	0.0099	0.0041	0.1013
Si	-0.0039	0.0016	0.0302
Si	0.0086	0.0002	-0.0683
Si	-0.0016	0	0.0082
Si	0.0072	-0.0016	0.1296
Si	-0.0071	0.0244	0.1171
Si	0.0133	0.0113	-0.1287
Si	0.0087	-0.0073	0.0932
Si	-0.0044	-0.0158	0.0234
Si	0.0115	-0.0002	-0.0612
Si	0.0061	-0.0018	-0.0159
Si	0.009	0.008	0.0164
Si	0.0139	0.0082	0.0947
Si	-0.0019	-0.0037	-0.1202
Si	0.0156	-0.0076	-0.1107
Si	-0.0095	0.0341	-0.1449
Si	0.0006	-0.0105	-0.0955
Si	0.0015	0.0052	0.0159
Si	0.0035	-0.0115	-0.0494
Si	0.0013	0.0054	0.0025
Si	-0.0096	-0.0022	-0.0934
Si	-0.0083	-0.0097	-0.1309
Si	0.0155	-0.0011	-0.1196
Si	0.006	0.0172	-0.1182
Si	-0.0009	-0.0023	0.0894
Si	0.0317	-0.0176	0.0927
Si	0.0075	-0.006	0.0742
Si	-0.0103	-0.0025	-0.1262
Si	0.0191	-0.0104	-0.1234
Si	-0.011	0.0127	0.0521
Si	-0.0087	-0.0031	-0.0683
Si	-0.0188	0.017	-0.1053
Si	0.0048	-0.0044	-0.0167
Si	-0.012	-0.0012	-0.0426
Si	-0.0129	0.019	-0.0891
Si	-0.0047	0.0104	0.0801
Si	0.0002	-0.0034	-0.0311
Si	-0.0191	0.005	0.0509
Si	-0.0012	0.0067	0.1116
Si	0.0004	0.0261	0.1344
Si	-0.0103	-0.0104	0.0957
Si	0.0006	0.0009	0.0637
Si	0.0072	-0.018	-0.1284
Si	-0.003	-0.0116	0.0168
Si	0.0072	-0.0048	-0.0838
Si	-0.0011	-0.0059	0.1085
Si	-0.0134	-0.0177	0.1181
Si	0.0017	0.0057	-0.0577
Si	-0.0082	-0.01	0.1297
Si	-0.0163	0.0026	0.0683
O	0.0047	-0.0228	0.0936
O	-0.0003	-0.0015	0.0068
O	-0.0107	-0.017	0.0647
O	0.011	0.0218	0.0901
O	-0.0198	-0.0259	0.0663
O	0.0124	-0.0048	0.0217
O	0.0325	0.0197	0.0896
O	-0.0106	-0.017	-0.0735
O	0.0067	-0.0152	-0.0374
O	-0.004	-0.0003	-0.0368
O	-0.0085	-0.0153	0.0449
O	0.012	0.001	0.0295
O	0.006	-0.0205	0.0385
O	0.0181	0.0166	-0.0484
O	-0.0049	-0.0018	-0.0055
O	-0.0072	-0.0198	0.0411
O	0.0251	0.0292	-0.0817
O	0.0166	-0.0148	-0.0455
O	-0.004	-0.009	0.048
O	-0.0053	0.0023	-0.0285
O	0.0096	0.0101	-0.0455
O	-0.0093	-0.0272	0.0875
O	-0.024	-0.0209	0.0507
O	0.0032	0.031	0.0523
O	0.0011	0.0118	-0.0391
O	0.0093	0.0062	-0.041
O	0.0262	0.0002	0.1098
O	0.0022	0.0176	0.0287
O	-0.0027	-0.0007	0.0076
O	0.0175	-0.0239	-0.0778
O	-0.0004	0.0035	-0.0003
O	-0.0006	-0.0014	0.0058
O	-0.0347	0.0201	-0.0753
O	0.0011	-0.0044	-0.0092
O	0.0249	0.0155	-0.0976
O	0.0078	0.0076	-0.0431
O	0.0013	0.0012	0.0189
O	-0.0216	-0.0194	0.062
O	-0.0054	-0.0132	-0.0294
O	0.0065	0.009	-0.0285
O	0.03	-0.009	0.0687
O	-0.0072	0.001	0.0262
O	-0.0126	-0.0186	0.0429
O	-0.0154	0.0265	-0.0651
O	-0.0093	0.0201	0.0469
O	-0.0022	-0.0017	0.0019
O	-0.0136	0.0034	0.0422
O	0.0065	-0.0019	0.021
O	-0.0236	0.0007	-0.0645
O	0.0018	-0.0085	-0.0083
O	0.0007	-0.0018	0.0181
O	-0.0007	0.0078	-0.041
O	-0.0076	-0.0108	-0.0467
O	-0.0082	-0.0082	-0.0683
O	0.0202	-0.0003	0.0466
O	-0.0096	-0.0073	0.0422
O	-0.0167	-0.0094	-0.0686
O	0.0034	0.0294	-0.0701
O	-0.0171	-0.0065	0.0447
O	-0.002	0.0004	0.0319
O	-0.0273	-0.0218	0.0497
O	0.0063	0.0014	-0.0433
O	0.0004	0.0023	0.0347
O	0.0124	0.0382	0.0668
O	-0.0034	0.0164	-0.0177
O	0.0015	0.0152	0.052
O	0.0355	-0.0029	0.0621
O	0.0082	-0.0008	-0.0121
O	-0.0153	-0.0014	0.0434
O	0.0098	-0.0144	-0.0455
O	0.0013	0.0055	0.0317
O	0.0037	0.0064	0.0102
O	-0.0004	0.0067	0.0421
O	0.01	-0.005	-0.0253
O	-0.0108	-0.0237	-0.0655
O	0.006	-0.0032	0.0145
O	0.0016	-0.0191	-0.0553
O	-0.0419	0.0022	-0.0836
O	0.0081	0.0205	0.0794
O	-0.0114	0.004	0.0254
O	0.0059	0.0036	0.0265
O	0.0117	-0.0151	-0.0393
O	-0.0104	0.0142	0.0555
O	0.0063	-0.0007	-0.0404
O	0.0043	0.0051	-0.0336
O	-0.0189	-0.0103	-0.0384
O	0.0028	0.0055	0.0033
O	-0.0133	0.0021	0.0204
O	-0.0385	-0.0134	-0.085
O	0.005	0.0226	0.0442
O	0.0086	0.0051	-0.032
O	0.0016	-0.0024	-0.0114
O	0.0103	0.0125	0.0551
O	0.0024	0.0172	0.032
O	-0.0048	0.001	-0.013
O	0.0022	-0.0094	-0.0215
O	-0.006	0.02	-0.0365
O	-0.0266	0.0141	0.1078
O	-0.0022	0.0031	-0.0127
O	-0.0025	-0.0023	0.0271
O	-0.0004	-0.0039	0.01
O	0.0142	-0.0125	0.0432
O	-0.0154	-0.0048	-0.0268
O	0.0027	0.0018	0.0354
O	0.0024	-0.0002	-0.003
O	0.0052	-0.0021	-0.0471
O	-0.0089	-0.0173	-0.0951
O	0.0278	0.0023	-0.0655
O	-0.0144	0.0098	0.064
O	0.0268	-0.0201	0.0608
O	-0.0303	0	0.0773
O	0.0272	0.0219	0.0769
O	0.0086	-0.032	-0.0728
O	0.0007	0.001	0.0038
O	-0.0258	0.0116	0.0485

The program warned: the cutoff lies below the one the program advises for these potential files; the forces do not sum to zero within the program's tolerance; empty levels may hold ghost states of the PAW files; the exchange-correlation potential is rough where the density is thin.
